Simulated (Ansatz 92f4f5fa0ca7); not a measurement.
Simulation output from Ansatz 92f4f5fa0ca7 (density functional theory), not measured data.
Periodic cell of 360 atoms, Si240O120, from a study of silicon, its oxide and their interface. The atomic structure is a simulated model.
Doubt: the cutoff is far below the 930 eV that the study's wrapper takes by default for these files, so forces and energies are approximate.
This geometry differs little from another in the collection (a relaxation step or a small displacement).

Settings: functional PBE; potential files Ansatz PAW; basis plane waves; wave-function cutoff 580 eV; density cutoff ratio 5; exchange-correlation grid ratio 1; k mesh 1 x 1 x 1, Gamma-centred; self-consistency stop 5e-08 eV per atom in the density residual; occupations fixed; spin none; net charge 0.

Cell vectors (angstrom)
a 11.6015 0 0
b 0 13.3963 0
c 0 0 41.154

Atoms: element, x, y, z (angstrom)
Si 0 2.2327 1.1851
Si 3.8672 2.2327 1.1851
Si 7.7343 2.2327 1.1851
Si 1.9336 5.5818 1.1851
Si 5.8008 5.5818 1.1851
Si 9.6679 5.5818 1.1851
Si 0 8.9308 1.1851
Si 3.8672 8.9308 1.1851
Si 7.7343 8.9308 1.1851
Si 1.9336 12.2799 1.1851
Si 5.8008 12.2799 1.1851
Si 9.6679 12.2799 1.1851
Si 1.9336 1.1164 1.9745
Si 5.8008 1.1164 1.9745
Si 9.6679 1.1164 1.9745
Si 0 4.4654 1.9745
Si 3.8672 4.4654 1.9745
Si 7.7343 4.4654 1.9745
Si 1.9336 7.8145 1.9745
Si 5.8008 7.8145 1.9745
Si 9.6679 7.8145 1.9745
Si 0 11.1635 1.9745
Si 3.8672 11.1635 1.9745
Si 7.7343 11.1635 1.9745
Si 1.9336 1.1164 4.3426
Si 5.8008 1.1164 4.3426
Si 9.6679 1.1164 4.3426
Si 0 4.4654 4.3426
Si 3.8672 4.4654 4.3426
Si 7.7343 4.4654 4.3426
Si 1.9336 7.8145 4.3426
Si 5.8008 7.8145 4.3426
Si 9.6679 7.8145 4.3426
Si 0 11.1635 4.3426
Si 3.8672 11.1635 4.3426
Si 7.7343 11.1635 4.3426
Si 0 0 36.8134
Si 3.8672 0 36.8134
Si 7.7343 0 36.8134
Si 1.9336 3.3491 36.8134
Si 5.8008 3.3491 36.8134
Si 9.6679 3.3491 36.8134
Si 0 6.6981 36.8134
Si 3.8672 6.6981 36.8134
Si 7.7343 6.6981 36.8134
Si 1.9336 10.0472 36.8134
Si 5.8008 10.0472 36.8134
Si 9.6679 10.0472 36.8134
Si 0 0 39.1816
Si 3.8672 0 39.1816
Si 7.7343 0 39.1816
Si 1.9336 3.3491 39.1816
Si 5.8008 3.3491 39.1816
Si 9.6679 3.3491 39.1816
Si 0 6.6981 39.1816
Si 3.8672 6.6981 39.1816
Si 7.7343 6.6981 39.1816
Si 1.9336 10.0472 39.1816
Si 5.8008 10.0472 39.1816
Si 9.6679 10.0472 39.1816
Si 0 2.2327 39.971
Si 3.8672 2.2327 39.971
Si 7.7343 2.2327 39.971
Si 1.9336 5.5818 39.971
Si 5.8008 5.5818 39.971
Si 9.6679 5.5818 39.971
Si 0 8.9308 39.971
Si 3.8672 8.9308 39.971
Si 7.7343 8.9308 39.971
Si 1.9336 12.2799 39.971
Si 5.8008 12.2799 39.971
Si 9.6679 12.2799 39.971
Si -4.2881 6.358 23.7273
Si 1.1811 0.5964 29.54
Si 7.6774 3.6159 28.1949
Si -2.7728 7.6623 31.0506
Si 4.3314 4.9058 30.8306
Si 9.3803 5.8293 32.7789
Si 4.6083 6.6313 29.293
Si -0.9691 11.2945 30.5164
Si 9.7386 12.0931 32.6684
Si 3.774 8.8438 32.6201
Si 9.1485 10.5506 24.401
Si 8.2836 14.8909 30.2443
Si 1.4624 2.6706 30.6916
Si 3.8927 2.4774 30.8935
Si 10.6942 -0.2378 28.875
Si 1.0197 8.4914 24.1984
Si 3.2145 -0.4145 28.9766
Si 5.0597 10.8873 25.8083
Si -4.537 11.0338 28.3703
Si 7.0042 14.4548 27.0779
Si 3.2113 8.5193 30.185
Si -0.4627 12.5949 25.7766
Si 9.1649 18.8657 26.2425
Si 10.6312 14.4594 23.2566
Si 4.8775 0.1994 30.5501
Si 3.9641 2.2444 33.2016
Si 7.9065 2.0678 32.6482
Si 1.7675 5.522 33.0176
Si 5.5039 5.4385 32.8599
Si 10.8876 8.8307 30.7618
Si -0.0631 8.8738 33.0364
Si 2.5185 10.6853 29.1564
Si 7.7491 8.8147 32.8655
Si 1.2734 11.9562 30.8291
Si 1.8742 18.6041 30.6914
Si 13.451 12.2074 33.0627
Si 2.0004 1.0837 33.7763
Si 5.9491 1.118 33.72
Si 9.8676 1.0152 33.4569
Si -0.2456 4.5231 33.61
Si 3.6778 4.4493 33.9203
Si 7.5973 4.3842 33.4344
Si 1.9186 7.7817 33.6593
Si 5.7232 7.7325 33.5099
Si 9.6056 7.856 33.9445
Si -0.0598 11.0903 33.8166
Si 3.8397 11.0904 33.5657
Si 7.6415 11.1667 33.372
Si 1.937 1.1059 36.0931
Si 5.8294 1.1168 36.0639
Si 9.7015 1.0996 35.9238
Si -0.0492 4.4756 36.0004
Si 3.8536 4.466 36.1892
Si 7.7269 4.45 35.9115
Si 1.9358 7.8145 36.024
Si 5.7855 7.8116 35.9463
Si 9.6726 7.8121 36.2128
Si -0.0115 11.1535 36.1222
Si 3.8745 11.1409 35.9789
Si 7.707 11.1725 35.8893
Si -0.0242 0.0114 5.0938
Si 3.8728 0.0145 4.9829
Si 7.7379 -0.0038 5.167
Si 1.9409 3.3662 5.0399
Si 5.8209 3.356 5.1024
Si 9.7024 3.3688 5.2606
Si 0.0031 6.7064 5.0927
Si 3.8929 6.683 5.11
Si 7.7405 6.6916 5.2837
Si 1.9304 10.0463 5.0124
Si 5.7969 10.0193 5.1263
Si 9.6444 10.07 5.2607
Si -0.073 0.0835 7.4381
Si 3.8759 0.0525 7.2632
Si 7.7442 0.0464 7.5671
Si 2.0517 3.4106 7.3436
Si 5.9614 3.3913 7.4515
Si 9.8963 3.462 7.7506
Si 0.0951 6.8166 7.434
Si 4.0037 6.6645 7.4649
Si 7.8232 6.7089 7.8393
Si 1.9258 10.0563 7.3068
Si 5.7497 9.9703 7.4921
Si 9.5617 10.1736 7.769
Si 0.3073 2.2413 8.3492
Si -0.0951 1.7939 13.9309
Si 7.8532 1.8565 10.6607
Si 7.4041 3.7579 12.068
Si 3.5399 5.4686 12.0888
Si 13.2312 1.7648 10.3423
Si 0.0109 9.0799 8.2112
Si 3.7577 8.8855 8.2021
Si 4.549 9.0051 12.0111
Si 1.8954 12.3126 7.8402
Si 5.7257 12.2321 8.0743
Si 9.6703 12.4832 8.5589
Si 3.9705 2.548 10.3483
Si 4.6715 -1.0528 10.1316
Si 11.8515 0.6466 11.9315
Si -0.4625 0.2359 16.655
Si 5.8384 5.4797 8.5271
Si 7.5889 8.9737 8.6237
Si -1.9787 13.5052 10.8989
Si 8.7555 11.086 12.5791
Si 8.6633 9.6987 15.2384
Si 2.4101 12.9185 9.957
Si 7.1188 7.1724 15.0256
Si 12.1937 8.7574 10.4454
Si 2.0351 5.6265 8.1763
Si 9.9466 5.7708 8.6209
Si 6.9366 -4.4117 11.077
Si 5.2959 4.519 10.8075
Si 5.0993 -0.0534 12.8953
Si 6.8088 -1.0437 17.8275
Si -3.7256 2.3179 8.3391
Si 1.9785 6.1033 10.4857
Si 11.7842 10.193 12.2207
Si 5.6262 14.3415 10.9027
Si 2.3941 17.1846 14.3964
Si 2.9489 8.3256 10.3617
O 19.7152 8.2004 27.7347
O 10.2417 20.1137 12.1236
O -1.5363 4.3049 25.5584
O 1.4176 8.6683 18.9347
O -9.0023 2.5839 23.0495
O 18.021 -0.2942 13.8505
O -3.2959 5.0926 11.7317
O 4.0203 14.3629 13.6368
O -2.4698 17.1339 21.2851
O -14.9219 -1.3483 18.4861
O -2.7787 12.6381 12.0938
O -4.3578 6.6303 16.569
O 13.7869 21.117 23.359
O -7.7605 -17.0384 18.8521
O 15.1107 -2.2325 26.1309
O -0.0352 13.145 20.0528
O 5.4142 4.5978 25.9117
O 20.37 9.3174 25.4076
O -12.8665 12.2322 16.6144
O 6.976 13.8866 23.4292
O -1.667 8.5893 20.7227
O 31.4318 -6.2318 19.0399
O -9.9564 11.1716 19.5362
O 4.1748 5.8343 27.876
Si 9.5315 11.3301 17.7009
Si 4.9375 14.6878 18.9772
Si 3.8135 15.2292 23.8241
Si -4.1884 8.2109 29.2303
Si 1.9394 10.8133 26.2065
Si 2.4175 9.7379 19.6287
Si 11.6913 11.5167 19.9282
Si 6.8461 0.4639 15.2164
Si 6.0166 11.246 21.3743
Si -0.7826 17.3747 24.1646
Si 11.3848 7.6328 26.9175
Si -6.1278 17.649 19.4504
Si 9.7072 2.8146 17.7134
Si -4.7376 6.9167 18.1464
Si 1.7939 20.042 15.4438
Si 10.5377 9.491 21.9536
Si 3.9187 0.1389 21.4405
Si 5.4669 9.7708 18.7572
Si -0.44 6.6239 10.7026
Si -1.8495 7.3542 19.6441
Si -0.094 22.1191 14.912
Si 5.6336 8.9581 23.468
Si 13.2095 25.4146 11.9484
Si 2.305 14.4081 17.4079
Si 0.8864 3.069 19.0629
Si 17.2114 12.4336 32.6789
Si 3.0422 7.957 21.9855
Si 4.8221 17.7963 27.4069
Si 9.4866 18.642 21.7949
Si -4.8241 13.3422 29.1601
Si 0.5735 21.4451 17.7139
Si -2.8387 16.2184 14.7591
Si -2.5685 9.3453 27.0202
Si 2.1537 30.8875 23.4686
Si -10.7218 14.3713 20.7007
Si -3.5721 2.9644 20.3818
Si 1.0782 7.43 29.7637
Si 7.0122 12.824 24.6718
Si 4.9818 4.4339 24.3591
Si 15.5751 11.3555 12.2313
Si 11.8187 15.7111 32.7914
Si 2.631 5.1576 20.6548
Si -7.4944 15.012 15.12
Si -2.9547 6.528 12.4403
Si 7.871 0.2677 22.0657
Si 3.9897 2.2763 8.046
Si 4.0538 1.672 26.7406
Si 4.247 7.2183 13.6169
O -3.8651 7.6846 11.7192
O -5.6044 18.7932 23.5472
O -18.6252 12.0471 21.2016
O -9.8966 23.6198 27.7387
O 1.786 15.9181 17.7847
O 6.09 17.3799 28.3626
O 26.7341 14.0561 18.4191
O 7.6453 16.916 13.7351
O 0.987 13.4372 17.4185
O -12.1821 3.5294 18.422
O 3.3969 -8.538 24.2227
O -0.2284 0.6836 15.123
O -8.469 7.3976 14.8501
O -8.7322 6.7787 20.8443
O 16.6934 2.8765 23.8476
O 0.2878 -4.2829 16.4746
O 17.1393 25.6243 25.0051
O 17.5006 10.7815 27.2159
O -16.3361 7.9221 23.6956
O -2.4731 3.4405 16.2756
O 16.1652 8.1341 22.5457
O 1.5261 20.2867 17.0416
O 9.436 0.1816 22.5596
O 19.5678 2.3771 27.1746
O -1.4217 1.2778 17.4558
O 3.727 3.1952 15.1476
O 10.6234 -2.4847 18.8372
O 4.7976 28.0326 20.6051
O 10.5601 -8.2957 23.0061
O -1.7092 8.7277 14.7799
O -3.1024 16.2467 18.814
O 12.0933 20.9739 25.4422
O -12.7757 11.2876 25.0955
O -0.8281 7.4974 18.3672
O 7.77 14.8804 20.9972
O -4.9355 3.8468 20.48
O -3.4428 16.4682 29.6693
O -8.7487 -9.228 12.8853
O 8.8868 -3.2821 16.8059
O -1.4523 10.3929 12.112
O 0.2166 14.675 22.1614
O -3.392 -12.0829 15.0364
O 2.6112 22.7255 21.2033
O 14.5488 14.2305 15.9394
O -7.5076 0.4561 23.0282
O -29.6149 2.871 18.5509
O 11.4844 -4.6695 23.0487
O 23.6913 34.0136 14.6334
O 32.5184 -3.364 22.8745
O 7.2783 12.2991 21.3664
O -3.0211 10.9654 14.2029
O -14.7687 -8.4837 27.5937
O 1.8768 4.8012 22.0495
O 19.5283 -1.8254 24.2798
O -3.377 19.4784 22.3991
O 5.8693 -15.7802 17.7702
O -0.9661 9.0677 27.2654
O 6.1269 0.2555 18.5434
O 5.9693 21.6906 18.2616
O -5.6186 32.3892 18.6341
O -14.6503 -2.6039 27.6572
O 15.3499 3.1426 27.4364
O 10.1645 16.1528 13.9186
O -22.0082 2.7142 14.3132
O 1.0926 25.5907 26.06
O -9.2449 13.691 20.9948
O 13.4775 -8.344 15.2567
O -4.6894 -3.5958 29.4824
O 27.3242 4.572 20.3146
O -1.4171 -6.8355 26.8435
O 3.262 14.941 25.3304
O 5.1516 9.4894 24.9499
O 17.2601 -6.5793 14.3919
O -13.4593 14.3064 29.6394
O -17.0369 36.9412 20.1792
O -10.0015 4.4823 19.5582
O 17.7262 7.2272 29.1094
O -5.5635 10.338 22.712
O -7.8724 0.3815 27.632
O -13.0821 6.0207 20.5119
O 0.5343 9.7256 13.7859
O 11.348 10.7682 21.3415
O -17.5885 14.8295 15.7265
O 7.5123 23.762 11.7967
O 0.8336 4.0148 24.4126
O -3.8855 13.478 25.9833
O -10.0365 9.8441 24.9431
O 12.4417 -6.1219 28.1086
O -3.4849 19.4467 25.1243
O -0.4729 0.3686 24.6465
O 7.3066 22.2014 15.0688
O 8.2652 -20.2891 14.0414
O 7.1186 12.6914 16.281
O 10.4686 13.0429 27.2215
O 5.6357 28.4054 26.3893
O 10.1787 2.5605 23.6937

Results
free energy: -220803.350 eV
free energy less fixed offsets of O -568.88, Si -635.61 eV per atom: 8.650 eV

Forces (eV/angstrom), in the order of the atoms: element, x, y, z
Si -0.0296 -0.0048 -0.0335
Si -0.0064 0.0121 0.0324
Si 0.0095 -0.0884 -0.0396
Si 0.0156 0.0101 -0.0183
Si -0.0506 0.0059 -0.0167
Si -0.0013 -0.0699 0.018
Si 0.0078 0.0366 0.078
Si -0.0049 0.0632 -0.0012
Si -0.0406 -0.0401 -0.0078
Si 0.0334 0.0264 0.0424
Si 0.0014 -0.0042 0.0123
Si 0.005 -0.0146 0.0178
Si -0.1165 0.0136 -0.0267
Si 0.1548 0.056 -0.0262
Si -0.0922 0.1513 0.0012
Si -0.0704 0.0032 -0.0061
Si 0.0912 0.0074 0.016
Si 0.1318 0.1008 -0.0368
Si 0.0734 -0.1151 -0.0284
Si 0.1402 -0.0854 0.0019
Si -0.1173 0.0856 -0.0545
Si -0.1721 -0.0049 -0.0135
Si 0.0811 -0.0795 -0.0105
Si 0.0331 0.006 -0.0281
Si -0.2654 0.1094 -0.3999
Si 0.4233 0.1215 -0.2916
Si -0.2042 0.3684 0.1527
Si -0.2041 0.0322 -0.1368
Si 0.2681 0.011 -0.3848
Si 0.4364 0.2031 0.4904
Si 0.1903 -0.228 -0.2648
Si 0.3369 -0.2485 0.0652
Si -0.3172 0.1861 0.6804
Si -0.4495 0.0318 0.0914
Si 0.2253 -0.1239 -0.3968
Si 0.0147 -0.0523 0.2985
Si -0.1598 0.0509 0.2748
Si 0.1918 -0.2575 -0.1138
Si 0.4322 -0.2032 -0.3307
Si -0.5882 -0.0135 0.2643
Si 0.3764 0.0309 0.1148
Si -0.2292 -0.2193 -0.4411
Si 0.3434 -0.2201 0.3196
Si 0.0503 0.3343 0.3115
Si -0.5137 -0.3477 -0.203
Si 0.2146 -0.1006 0.0506
Si 0.0829 -0.0835 -0.4668
Si -0.5412 0.3954 0.2464
Si -0.083 0.0571 0.015
Si 0.0785 -0.0745 0.0231
Si 0.1603 -0.0845 0.0295
Si -0.2211 0.0265 0.0072
Si 0.1234 0.0215 0.0059
Si -0.1134 -0.1112 0.0206
Si 0.1295 -0.0676 -0.0003
Si 0.0316 0.1374 0.0095
Si -0.1969 -0.1383 0.0077
Si 0.0851 0.0118 0.0233
Si 0.0509 -0.0232 0.028
Si -0.206 0.141 0.0384
Si 0.0282 -0.0065 0.0446
Si 0.0157 -0.0058 -0.0966
Si -0.0033 0.0757 0.0068
Si -0.0051 -0.0119 0.0494
Si 0.027 -0.0001 0.0482
Si 0.0124 0.0668 -0.087
Si -0.0066 -0.0399 -0.0895
Si 0.004 -0.0616 0.0319
Si 0.0347 0.0492 -0.0105
Si -0.037 -0.0246 -0.0273
Si 0.0067 0.0133 -0.0433
Si -0.0109 0.0066 0.0754
Si -0.0102 -0.0068 -0.0005
Si 0.0464 -0.0298 -0.0429
Si 0.0091 0.044 0.0668
Si -0.0246 0.033 0.0068
Si 0.0136 -0.018 -0.0419
Si 0.06 -0.0473 -0.0298
Si -0.0422 0.0376 0.0105
Si 0.1236 0.0356 -0.0157
Si 0.0094 0.041 0.0143
Si -0.0145 0.0203 0.0048
Si 0.0054 0.0006 0.0131
Si 0.116 0.0045 -0.0639
Si -0.0077 0.0293 0.1348
Si 0.0057 -0.0258 -0.0057
Si 0.041 0.0468 0.0705
Si 0.0029 0.0085 0.0114
Si -0.259 -0.0204 0.1297
Si -0.0079 -0.0317 0.0362
Si -0.0386 -0.0377 -0.0193
Si 0.0342 -0.0587 0.0154
Si -0.0189 -0.0522 -0.022
Si 0.0223 0.0053 -0.0133
Si 0.0034 0 0.0184
Si 0.058 0.0128 -0.0148
Si -0.0047 -0.0205 -0.0186
Si -0.0596 0.0234 -0.0247
Si -0.016 0.0175 0.0436
Si -0.0385 0.0149 0.0016
Si 0.0207 0.0152 0.0142
Si 0.0249 -0.0586 -0.0548
Si -0.0088 0.0016 0.0084
Si 0.1334 0.0651 -0.0166
Si 0.0228 -0.0037 -0.037
Si -0.252 -0.0824 0.0921
Si -0.0148 -0.032 -0.0139
Si 0.0077 0.0091 -0.0476
Si -0.0138 0.0282 -0.0385
Si 0.0352 -0.0136 -0.0143
Si -0.0051 -0.0112 -0.0038
Si -0.0199 -0.0115 0.0543
Si 0.0116 -0.012 -0.0595
Si 0.0259 -0.0152 0.007
Si 0.0161 -0.0223 -0.0243
Si -0.0027 -0.0258 0.0012
Si 0.0135 -0.0106 -0.0149
Si -0.0172 -0.0007 -0.0266
Si 0.0216 -0.0054 -0.0103
Si -0.0195 0.02 0.0164
Si -0.0173 0.0075 0.0135
Si -0.0156 0.0009 -0.0047
Si -0.0284 0.012 -0.0089
Si 0.0317 -0.0059 -0.044
Si 0.0035 0.0083 0.017
Si -0.0141 -0.0059 -0.0062
Si 0.0019 0.0026 0.0173
Si -0.0054 0.0021 0.006
Si -0.016 0.0055 -0.0114
Si 0.0171 0.0154 0.0093
Si 0.0043 0.0076 -0.0036
Si 0.0129 -0.0096 -0.0176
Si 0.0198 -0.0132 -0.0032
Si -0.0058 -0.0152 -0.0174
Si -0.0013 0.0054 0.0196
Si -0.0158 -0.0085 -0.0116
Si 0.0023 -0.0032 0.0096
Si -0.0162 -0.0038 -0.001
Si 0.0033 0.0034 0.0228
Si -0.0082 0.0254 0.0163
Si 0.0047 0.0112 0.0177
Si 0.0124 -0.0044 -0.0055
Si 0.0078 0.0278 -0.0044
Si 0.0219 -0.0132 0.0148
Si -0.0065 0.0088 0.0202
Si 0.0098 -0.009 0.02
Si 0.0264 0.0218 -0.0219
Si 0.0154 -0.0107 0.0292
Si -0.0088 0.0092 -0.0245
Si -0.0017 0.0141 0.0123
Si -0.0257 -0.0207 -0.0202
Si 0.0065 -0.0114 0.0023
Si -0.0144 0.0144 -0.0116
Si -0.004 -0.0189 0.0389
Si 0.0197 -0.0262 0.0352
Si -0.0245 0.0081 -0.0152
Si -0.0232 0.0009 0.0017
Si 0 -0.0172 0.0886
Si 0.0142 -0.0886 -0.0338
Si -0.0309 0.1132 0.0468
Si 0.0539 -0.0954 0.1483
Si 0.0191 -0.0781 0.0088
Si -0.0094 -0.0241 -0.0656
Si -0.0184 -0.0079 0.0285
Si 0.0601 0.0462 -0.026
Si 0.0097 -0.0021 0.003
Si 0.0221 0.0359 -0.0101
Si -0.0096 -0.0267 0.0048
Si 0.0115 -0.0311 0.03
Si 0.0423 -0.0106 0.0812
Si -0.0126 0.01 -0.0574
Si 0.0109 0.0082 0.0373
Si 0.0033 0.0088 -0.0111
Si 0.0064 -0.0049 -0.0057
Si -0.0486 0.0008 0.0587
Si -0.0168 0.0342 -0.0672
Si -0.0111 -0.0174 -0.0176
Si -0.1074 0.0898 -0.0065
Si 0.0112 -0.0159 -0.0113
Si 0.043 -0.0728 0.0268
Si -0.0104 0.0257 -0.0212
Si -0.0021 -0.0064 -0.004
Si -0.0057 0.0358 0.0212
Si -0.003 -0.0052 0.0332
Si -0.0091 -0.0456 0.0704
Si -0.0138 0.007 0.0127
Si -0.0279 -0.0272 0.0036
Si -0.1124 -0.0083 0.0145
Si -0.1393 0.0424 0.1045
Si 0.0239 0.0955 -0.0642
Si 0.1223 0.137 -0.0963
Si 0.032 0.0962 -0.0167
O -0.0071 -0.0068 0.0288
O 0.1111 0.0128 -0.0576
O -0.0103 0.0141 0.0068
O -0.0086 -0.0045 -0.0191
O 0.0142 0.0025 0.0097
O -0.0927 -0.0037 -0.1061
O -0.0087 -0.015 0.0156
O 0.0597 -0.0173 -0.0466
O -0.0069 0.0135 0.0017
O 0.001 -0.006 -0.0166
O 0.038 0.0021 -0.0454
O -0.004 0.0105 0.0009
O -0.0065 0.0054 -0.0038
O 0.0176 -0.0001 0.0035
O 0.0086 0.0046 0.0075
O -0.0238 -0.0584 -0.0236
O -0.0043 -0.0276 0.0056
O -0.003 -0.0049 -0.0124
O -0.0045 -0.0061 0.0117
O -0.0006 -0.0134 0.0102
O 0.0001 0.0011 -0.0014
O -0.0017 0.0042 0.0003
O 0.0002 -0.0125 -0.0017
O 0.0198 -0.01 0.0573
Si 0.0205 0.0186 0.006
Si -0.0298 0.0134 0.0071
Si -0.0183 -0.0146 -0.0274
Si -0.0491 0.0326 0.0047
Si -0.0104 0.0126 0.0092
Si -0.0064 0.0167 0.0107
Si 0.0082 0.05 0.019
Si 0.04 0.0354 0.0679
Si -0.0113 0.0123 0.0094
Si 0.0033 -0.0091 -0.0017
Si 0.0035 -0.0079 0.0051
Si -0.0201 -0.0105 0.012
Si 0.0421 -0.0018 0.0166
Si -0.0039 -0.0037 0.0018
Si -0.0001 -0.0183 -0.0084
Si 0.0104 0.0065 0.0144
Si -0.0464 0.0093 -0.0023
Si -0.0168 -0.0106 -0.0075
Si -0.0925 -0.0257 0.0225
Si 0.0021 -0.0115 0.01
Si -0.0151 -0.0003 0.0024
Si -0.0013 0.0076 0.0233
Si -0.002 0.018 0.0594
Si -0.0389 0.0307 0.0393
Si -0.0007 -0.0159 0.0062
Si -0.0028 -0.0195 0.0039
Si -0.0049 -0.0033 0.0022
Si 0.0212 0.0392 0.0163
Si 0.0143 -0.012 -0.0041
Si -0.025 0.026 0.0337
Si 0.0057 -0.0052 0.0145
Si -0.0352 0.0029 0.0008
Si 0.024 0.0138 0.0014
Si -0.015 0.0035 -0.0217
Si -0.0009 0.0172 -0.01
Si 0.0073 0.0041 -0.0009
Si 0.0056 -0.0028 0.0813
Si 0.0119 -0.0051 -0.009
Si 0.0028 0.0059 0.0093
Si 0.0027 -0.0538 -0.023
Si 0.0249 0.0107 -0.0117
Si -0.0307 -0.0149 -0.028
Si -0.0472 0.0774 0.0831
Si -0.075 -0.0196 0.002
Si 0.0164 0.0068 0.0081
Si 0.0241 0.0045 -0.0235
Si -0.0719 -0.0218 0.0102
Si 0.0084 -0.066 0.0775
O 0.0028 0.0249 0.0076
O 0.0227 0.0186 -0.0113
O 0.0221 -0.0179 -0.0066
O 0.0034 -0.0013 -0.0106
O 0.0198 -0.0242 -0.0371
O -0.0082 0.0055 -0.01
O 0.0181 0.0022 -0.019
O 0.0364 -0.03 0.0611
O 0.0021 -0.0042 -0.0176
O -0.0605 0.0018 -0.0335
O 0.0009 -0.0019 -0.005
O 0.0187 0.0307 -0.0743
O -0.0224 0.0049 0.0068
O 0.0067 0.0098 0.0053
O -0.0019 -0.002 -0.0062
O -0.0074 -0.0016 -0.0063
O -0.0017 0.0022 0.0022
O 0.0566 -0.0109 0.0175
O 0.0047 -0.0127 -0.0131
O -0.0085 -0.0094 -0.0111
O 0.0076 0.0032 -0.0064
O -0.0058 0.0077 -0.011
O -0.0031 0.007 -0.0002
O 0.022 -0.0152 -0.008
O -0.0127 0.0117 -0.006
O -0.1103 -0.0087 -0.0986
O -0.0215 -0.0035 -0.0186
O 0.0112 -0.0009 -0.0077
O -0.0041 0.0002 -0.0043
O 0.02 0.0109 0.001
O -0.0101 -0.0004 0.0054
O -0.0037 -0.0018 -0.0014
O 0.0126 0.0353 0.0084
O 0.0019 0.0106 -0.0052
O 0.0009 -0.0046 -0.0006
O -0.0006 0.0038 -0.0114
O -0.002 0.0103 -0.0517
O -0.017 0.08 0.1792
O -0.0031 -0.0046 -0.0064
O 0.1413 -0.0141 -0.024
O -0.0727 -0.0137 0.0903
O -0.0104 0.029 -0.0004
O 0.004 -0.0128 -0.0042
O 0.0443 0.0211 -0.0172
O 0.0092 0.0152 0.0204
O 0.006 0.0058 0.0091
O -0.0063 0.0016 -0.013
O 0.007 0.0046 -0.0033
O -0.0041 -0.0029 -0.0076
O -0.0045 -0.0059 -0.0041
O 0.0017 -0.0118 0.0191
O -0.0148 -0.037 -0.0037
O 0.0074 -0.0046 0.0177
O -0.0133 0.0255 -0.006
O -0.0063 0.0017 0.0032
O 0.0034 0.0073 -0.0025
O -0.0102 -0.0079 -0.0041
O 0.0125 -0.0196 -0.0104
O 0.0035 -0.0001 0.0057
O 0.0063 0.0112 0
O -0.0204 -0.0248 0.003
O -0.0227 0.0036 0.0003
O 0.0218 -0.0159 -0.0167
O 0.0014 -0.0051 -0.0358
O -0.048 -0.0093 -0.0056
O 0.0621 -0.0207 0.0101
O 0.0662 -0.116 -0.092
O -0.017 0.0459 -0.0396
O 0.0193 0.001 -0.002
O 0.0149 0.0067 -0.008
O 0.0383 -0.0056 0.0432
O -0.0025 0.0071 -0.013
O -0.0413 0.0169 -0.0416
O -0.0939 0.0232 -0.0291
O -0.0011 0.0004 -0.0045
O 0.0441 0.0539 0.0246
O 0.0278 0.0077 -0.0014
O -0.0006 -0.0063 -0.006
O 0.1899 0.0637 -0.253
O -0.0119 0.0066 0.0089
O 0.0156 -0.0086 0.0106
O -0.0074 -0.0167 -0.0056
O -0.0153 -0.0268 -0.037
O 0.0199 -0.0582 -0.0095
O 0.0013 0.0003 -0.0074
O -0.0306 0.0377 0.0074
O 0.0027 0.0028 0.0015
O -0.0207 0.0004 -0.034
O 0.0043 -0.0083 -0.0053
O -0.0105 -0.0229 0.0104
O 0.0112 0.0106 0.0149
O -0.0053 0.0024 -0.009
O -0.0095 0.0246 -0.018
O 0.025 0.0047 -0.0174
O 0.0283 0.0244 -0.0433
O 0.0169 -0.0248 -0.0137

The program warned: the cutoff lies below the one the program advises for these potential files; the exchange-correlation potential is rough where the density is thin.
